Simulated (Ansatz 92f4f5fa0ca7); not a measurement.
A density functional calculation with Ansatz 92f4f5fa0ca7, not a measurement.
Periodic cell of 214 atoms, Si131O81B2, from a study of silicon, its oxide and their interface. The atomic structure is a simulated model.
Doubt: the cutoff is far below the 930 eV that the study's wrapper takes by default for these files, so forces and energies are approximate.
This geometry differs little from another in the collection (a relaxation step or a small displacement).

Settings
functional: PBE
potential files: Ansatz PAW
basis: plane waves
wave-function cutoff: 580 eV
density cutoff ratio: 5
exchange-correlation grid ratio: 1
k mesh: 1 x 1 x 1, Gamma-centred
self-consistency stop: 5e-08 eV per atom in the density residual
occupations: fixed
spin: none
net charge: 0

Cell vectors (angstrom)
a 10.938 0 0
b 0 10.938 0
c 0 0 31.5432

Atoms and the computed forces on them: element, x, y, z (angstrom), force x, y, z (eV/angstrom)
Si 10.4372 0.5758 24.3304 0.0049 -0.0033 -0.0001
Si 6.0444 10.5042 24.1327 -0.0001 0.0015 -0.0001
Si 2.13 3.2504 24.0678 0.0035 -0.0018 -0.0018
Si 8.7045 2.2599 24.2842 -0.0009 0.0001 -0.0011
Si 0.4993 5.0559 24.1443 -0.0014 0.0006 0.0015
Si 5.0531 5.8949 24.1834 0.0034 -0.0018 0.0013
Si 3.3951 7.651 24.1394 0 0.0003 -0.0021
Si 7.8332 8.8277 23.9861 0 -0.0016 0.0013
Si 1.3432 1.4835 25.4467 -0.0004 -0.0039 -0.0062
Si 6.9157 1.3091 25.4753 -0.0036 0.0033 -0.0074
Si 4.0238 4.1051 25.3179 -0.0004 0.0009 -0.0045
Si 9.6629 4.1011 25.4004 -0.0014 0.0026 -0.0063
Si 1.4929 6.8201 25.3463 -0.0011 0.0021 -0.0032
Si 6.8938 6.9496 25.2361 -0.0007 -0.0007 -0.0031
Si 4.2256 9.5355 25.3224 -0.0008 0.0004 -0.0018
Si 9.5275 9.6452 25.4298 0.0027 -0.0011 -0.0086
Si 2.7799 0.0044 26.6363 -0.0005 -0.0002 0.0041
Si 8.2161 -0.0154 26.922 -0.0006 -0.0001 0.021
Si 0.0107 2.7773 26.8971 0.0017 0.0021 0.0184
Si 5.4497 2.737 26.6585 0.0006 0.0003 0.0033
Si 2.7513 5.449 26.8188 0.0044 0.0018 0.0137
Si 8.2247 5.523 26.6229 -0.0018 -0.0007 0.0056
Si 0.0409 8.2106 26.6427 -0.0009 -0.0017 0.0031
Si 5.543 8.2042 26.7783 0 -0.0009 0.0108
Si 4.1137 1.3634 28.0691 0.001 -0.0011 -0.0051
Si 9.5826 1.383 28.2158 0.0026 0.0007 -0.0063
Si 1.3831 4.133 28.2143 -0.0038 0.0023 -0.0015
Si 6.8389 4.1321 28.0248 -0.001 0.0058 -0.0102
Si 4.142 6.8354 28.1294 0.005 -0.0019 -0.0137
Si 9.599 6.8486 28.0496 0.0011 0.0006 -0.0076
Si 1.3966 9.5812 28.0442 0.0027 0.0024 -0.0107
Si 6.8357 9.5513 28.2136 0.0056 0.0024 -0.0027
Si 0.0317 -0.0191 29.4924 -0.0067 0.0075 0.0079
Si 5.4533 0.0127 29.5013 0.0019 -0.0054 -0.0007
Si 2.755 2.7167 29.4951 -0.004 0.0037 0.0027
Si 8.1756 2.769 29.4854 0.0067 -0.008 0.005
Si -0.0194 5.4975 29.5031 0.0071 -0.0055 -0.0006
Si 5.4896 5.4577 29.4804 -0.0039 0.0053 0.006
Si 2.7415 8.2071 29.4658 0.0029 -0.0037 0.0071
Si 8.2351 8.1752 29.4968 -0.0064 0.0056 0.002
Si 1.3673 1.3673 30.8594 0.1615 -0.111 0.0777
Si 6.8362 1.3673 30.8594 -0.1279 0.1241 -0.0938
Si 4.1018 4.1018 30.8594 0.1511 -0.1056 -0.0197
Si 9.5708 4.1018 30.8594 -0.149 0.1317 -0.0719
Si 1.3673 6.8362 30.8594 0.0065 0.2095 -0.1242
Si 6.8362 6.8362 30.8594 0.1443 -0.1536 0.0242
Si 4.1018 9.5708 30.8594 -0.1502 0.0355 -0.0775
Si 9.5708 9.5708 30.8594 0.1516 -0.1229 0.0249
Si 2.7345 0 0.6835 0.042 -0.1251 0.0826
Si 8.2035 0 0.6835 -0.2377 0.0867 -0.0145
Si 0 2.7345 0.6835 -0.2148 0.1656 -0.023
Si 5.469 2.7345 0.6835 0.0927 -0.114 0.0529
Si 2.7345 5.469 0.6835 -0.1871 0.0812 0.0281
Si 8.2035 5.469 0.6835 0.0431 -0.2243 0.0895
Si 0 8.2035 0.6835 0.189 -0.0924 0.0581
Si 5.469 8.2035 0.6835 -0.0879 0.1133 -0.0033
Si 4.1122 1.3524 2.0515 -0.0034 0.0051 -0.0052
Si 9.5217 1.4022 2.0395 0.0046 -0.0084 0.0013
Si 1.324 4.1314 2.0615 0.0028 -0.0049 -0.005
Si 6.847 4.0748 2.0572 -0.0039 -0.0009 0.0005
Si 4.0858 6.8483 2.0488 0.0077 -0.006 0.0022
Si 9.5958 6.8035 2.0428 -0.0076 0.0053 -0.004
Si 1.3733 9.5594 2.0554 -0.0042 0.0032 -0.0049
Si 6.8063 9.588 2.0681 -0.0031 -0.0017 -0.0068
Si -0.0507 0.0089 3.3244 0.0103 0.0025 0.0112
Si 5.4259 -0.0081 3.5074 -0.0028 0.0055 0.0053
Si 2.7047 2.7268 3.3438 0.0138 -0.0055 0.0078
Si 8.1549 2.7017 3.512 -0.0006 -0.0011 0.0062
Si -0.0448 5.4551 3.5232 -0.0092 0.0055 0.0085
Si 5.452 5.4473 3.3581 -0.0058 0.0053 -0.005
Si 2.7268 8.1904 3.4753 -0.0037 0.0035 0.0105
Si 8.2028 8.1669 3.3373 0.0122 -0.0195 0.0184
Si 1.2825 1.3859 4.6655 -0.0247 -0.0087 0.0109
Si 6.7853 1.325 4.9417 0 0.0038 -0.0022
Si 4.0505 4.0971 4.692 -0.0043 0.0063 -0.0207
Si 9.5028 4.0588 4.9251 0.0037 -0.0021 -0.0059
Si 1.3324 6.8665 4.8806 0.0036 0.0049 0.0054
Si 6.8452 6.7937 4.6839 -0.0014 0.0111 -0.0131
Si 4.0387 9.5754 4.9086 -0.006 -0.0098 0.0058
Si 9.517 9.5901 4.6711 0.007 0.0093 0.0237
Si 2.4382 -0.0697 6.1775 0.065 0.0272 -0.0293
Si 8.2009 -0.1254 6.2271 0.0155 -0.0237 0.0074
Si -0.0374 2.6301 6.2037 0.0199 -0.0263 0.0225
Si 5.2791 2.7127 6.1739 0.0094 -0.0116 -0.0005
Si 2.7192 5.4229 6.154 0.0023 0.0015 0.0106
Si 8.0821 5.4508 6.2253 0.0056 -0.0043 -0.0012
Si 0.0032 8.368 6.1719 -0.0257 -0.0589 -0.0496
Si 5.552 8.1574 6.1058 0.0016 0 0.0141
Si 3.357 1.817 7.3216 -0.0119 0.006 0.0012
Si 10.1217 0.6654 7.3515 0.0802 -0.0351 -0.062
Si 1.7513 3.6322 7.3729 -0.0026 -0.0025 -0.0186
Si 6.1298 4.5548 7.4202 -0.0066 -0.0025 0.013
Si 4.5694 6.3886 7.2711 -0.0033 0.0114 -0.0161
Si 9.1862 7.246 7.3234 -0.0063 0.0017 0.0134
B 0.6629 10.1554 6.813 -0.1147 0.1043 0.0373
Si 7.402 8.8881 7.4408 -0.0034 0.0139 -0.0172
O 4.3976 6.9851 8.8088 0.0023 0.0005 0.0078
O 1.3897 4.01 8.9508 0.001 0.0053 0.0103
O 9.7969 6.704 8.7739 0.0028 0.0022 0.0014
O 6.0459 4.2338 9.0622 0.0048 0.0004 -0.0068
O 3.5473 1.4385 8.925 0.0028 -0.0012 0.0101
O 7.1745 8.9174 9.1009 0.005 0.0013 0.005
O 9.7665 0.8746 8.9771 -0.005 -0.0023 0.0256
O 8.2653 2.536 22.7167 0.0004 -0.0001 0.0005
O 11.0033 5.545 22.6188 0.0001 0.0007 -0.001
O 5.6378 0.0917 22.6198 0.0002 0.0012 0.0008
O 5.2999 5.3926 22.6221 0.0001 0 -0.0002
O 2.1557 2.8172 22.4581 0.0004 0.0007 0.0013
O 3.3346 7.8514 22.4859 0.0007 0.0007 0.001
O 8.3974 8.7365 22.4116 0.0003 0.0006 0.0002
O -0.1479 11.2315 22.7474 0.0017 0.0014 0.0008
Si 2.1948 3.0268 12.8641 -0.0001 -0.0004 -0.0012
Si 8.7647 1.2345 10.2163 -0.0014 -0.0004 -0.0022
Si 1.1121 4.5403 15.3422 0.0043 0.0003 0.0021
Si 7.6471 5.5697 12.1581 -0.0002 0.0015 -0.0041
Si 2.4207 8.1834 21.185 0.0003 -0.0008 0.0012
Si 5.4609 7.7518 12.4384 0.0031 0.002 -0.0017
Si 9.3142 0.5012 15.3993 0.0025 0.0004 0.0007
Si 2.941 -0.0384 16.6196 0.0016 0.0006 0.0021
Si 10.5397 1.1644 12.4831 0.0038 0.0008 -0.0006
Si 7.7737 2.8365 21.2091 0.0012 -0.0002 -0.0001
Si 9.1962 8.8322 14.4276 0.002 0.0027 -0.0001
Si 1.4994 4.8214 10.3551 0.0009 0.0002 -0.0063
Si 4.4885 9.4924 19.1135 -0.0004 0.0025 0.003
Si 11.0803 6.0957 21.0887 0.0022 0.0004 0.0014
Si 6.6628 10.4773 14.7928 0.001 -0.0005 0.0015
Si 5.3943 0.739 21.1559 0.0005 -0.0014 0.0004
B 2.7752 9.7607 11.1062 -0.0016 0.0023 0.0002
Si 0.4399 10.6394 21.3739 0.0002 0.0008 0.0019
Si 5.8586 5.2584 21.1122 0.0004 0.0015 0.001
Si 3.5274 7.2731 10.1343 0.0007 -0.0071 -0.0001
Si 9.0894 5.7119 14.8248 0.0014 0.001 0.0021
Si 3.6764 4.0862 19.0651 0.0016 0 0.0027
Si 10.0399 3.6639 19.2817 0.0011 0.0005 0.0028
Si 4.3232 8.6777 15.3357 0.0021 0.0035 0.0028
Si 0.5007 1.9492 17.1085 0.0011 -0.0013 0.0035
Si 6.7998 7.5437 19.2438 0.0005 -0.0001 0.0025
Si 5.2835 3.6281 16.715 0.0008 0 0.0034
Si 7.8037 5.0376 17.4995 0.0006 -0.0005 0.0043
Si 6.7142 9.8718 10.3371 0.0017 0.002 -0.0068
Si 4.4044 0.932 10.1956 0.0043 -0.002 -0.0064
Si 0.2074 9.1503 11.9568 0.0012 0.0051 -0.0008
Si 9.111 8.6334 20.9336 0.0009 0.0015 0.0018
Si 4.5834 1.6811 14.547 0.0006 0.0013 0.001
Si 2.4531 2.0946 21.0264 -0.0003 0.0004 0.0017
Si 6.435 3.262 10.3158 0.0027 -0.0001 -0.003
Si 3.4737 5.9389 16.7057 0.0003 0.0011 0.0029
Si 10.0025 6.6286 10.3823 0.0044 0.0009 -0.0011
O 0.1199 2.6134 18.5496 0.0008 0.001 -0.0025
O 2.9788 9.6295 15.548 0.0023 0.0012 -0.0009
O 10.8704 4.8029 20.1147 0.0002 0.0003 -0.002
O 7.6577 2.3379 9.7447 0.0017 0.0025 0.0019
O 10.9391 5.3384 10.8 -0.0013 0.0038 -0.0015
O 6.5777 6.6269 12.8068 0.0015 0.0008 0.0002
O 10.6845 8.0637 10.8267 0.0003 0.0017 -0.0007
O 7.717 9.4742 13.9611 0.0018 0.0007 -0.0007
O 8.5303 6.3816 11.0465 0.0031 0.0012 0
O 5.3559 10.4958 20.0505 0.0005 0.0004 -0.001
O 2.247 3.8125 11.419 0.0022 0.0002 0.0028
O 7.9776 8.5577 19.7575 0.0009 0.0005 -0.0018
O 6.2068 6.7397 20.5399 0.0014 0.0003 -0.0009
O 5.5431 2.7147 15.3903 0.0027 0.0008 -0.0007
O 1.3108 0.9355 20.6874 0.0011 -0.0001 0
O 6.1418 9.0051 11.6073 -0.0013 -0.0006 0.0024
O 4.6357 4.9857 16.0776 -0.0001 0.001 -0.001
O 6.6241 3.9193 17.5999 0.0019 0.0016 -0.0027
O 10.6936 10.6871 11.6743 0.003 -0.0019 0.0016
O 5.6046 0.5127 13.9432 0.0015 0.0004 -0.0006
O 8.0288 5.1669 15.9067 0.0016 0.0016 -0.0016
O 9.7603 9.863 15.5734 0.0013 0.0023 -0.0022
O -0.3714 5.1512 15.1668 0.003 0.001 -0.0015
O 1.5748 6.8382 20.7756 0.0002 0.0009 -0.0008
O 1.5213 0.6442 17.127 0.001 0.0018 -0.0023
O 6.6003 1.7782 20.7889 0.0008 0.0012 0.0003
O 1.0459 1.8617 12.7691 0.0032 0.0022 -0.0001
O 3.2704 5.5007 18.2934 0.0025 0.0008 -0.0018
O 9.5933 1.9792 11.4293 -0.0002 0.0022 -0.002
O 1.1288 3.1542 16.2039 0.0014 0.0016 -0.002
O 8.6552 5.1393 13.365 0.0011 0.0011 -0.0006
O 10.3754 8.6903 13.3097 0 0.0003 -0.0005
O 1.4564 9.4037 21.6628 0 0.0025 -0.0032
O 10.0854 9.9386 20.6041 -0.0002 -0.0014 -0.0008
O 3.341 0.0952 11.1796 0.0021 0.0001 0.0014
O 5.1946 2.2657 10.8 0.001 0.0023 0.0003
O 1.7544 4.1954 13.8971 -0.0003 0.0006 0.0022
O 7.9671 10.8362 10.7747 0.0007 0.0016 0.0002
O 9.1572 4.4813 18.1874 0.0024 0.0003 -0.0017
O 5.6937 9.5298 15.7359 0.0016 0.0005 -0.0034
O 5.5376 -0.1263 9.718 0.0011 0.0034 0.0031
O 3.6278 2.3608 13.3789 0.0004 0.0008 -0.0011
O 2.0184 5.7145 16.0111 0.0016 -0.001 -0.0032
O 9.7528 1.0031 13.9018 -0.0002 -0.0002 0.0018
O 4.3839 7.0006 11.4825 0.0016 0.0012 0.0008
O 4.7623 4.4927 20.1989 0.0016 0.0003 -0.0009
O 10.0122 1.4388 16.5039 0.0019 0.0021 -0.0027
O 6.9017 4.2414 11.5495 0.0008 0.0011 0.0002
O 5.5937 8.4144 18.5657 0.0006 0.0005 -0.0012
O 9.0724 2.7451 20.2269 -0.0002 0.001 -0.0013
O 3.6284 1.1365 15.7425 0.0007 -0.0002 -0.0011
O 4.2483 3.0808 17.8827 0.0007 0.0011 -0.0017
O 9.9219 7.2178 20.8709 0.0015 0.0003 -0.0013
O 3.1389 8.8777 10.102 0 0.0025 -0.0016
O 4.0134 7.4391 16.3599 0.0019 -0.0009 -0.0006
O 7.6802 0.5442 15.6069 0.002 0.0003 -0.0022
O 9.002 7.3311 14.975 0.0024 0.0007 -0.0009
O 3.9373 1.4484 21.1403 0.0021 0.0009 -0.0005
O 1.8434 9.3098 12.0399 0.0033 0 -0.0026
O 2.2935 6.2285 10.1466 0.0009 0.0015 0.0032
O 7.3632 6.4691 18.1497 0.001 0.0021 -0.0013
O 7.2259 4.3707 21.1088 0.0002 -0.0007 0
O 4.625 8.2247 13.7777 0.002 0.0004 -0.0002
O 3.336 8.6684 19.9329 0.0023 0.0002 -0.0018
O 2.5061 3.2402 19.8425 0.0015 0.0009 -0.0017
O 3.7529 10.3721 17.944 0.0016 -0.0003 -0.0014

Results
free energy: -129655.799 eV
free energy less fixed offsets of B -154.04, O -568.88, Si -635.61 eV per atom: -3.529 eV

The program warned: the cutoff lies below the one the program advises for these potential files; the forces do not sum to zero within the program's tolerance; the exchange-correlation potential is rough where the density is thin.
